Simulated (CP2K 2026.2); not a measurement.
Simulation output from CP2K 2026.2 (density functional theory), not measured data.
Periodic cell of 432 atoms, Si324O108, from a study of silicon, its oxide and their interface. The atomic structure is a simulated model.
Doubt: the forces sum to 1.03 eV/angstrom along one axis rather than to zero, so they err by at least 0.0024 eV/angstrom per atom on average; the grid cutoff is modest.

Settings: functional PBE; method Gaussian and plane waves; basis set DZVP-MOLOPT-SR-GTH; pseudopotentials GTH-PBE; grid cutoff 350 Ry, relative cutoff 50 Ry; k points Gamma only; occupations fixed; spin none; net charge 0.

Cell vectors (angstrom)
a	16.32	0	0
b	0	16.32	0
c	5.5902	-8.1031	29.5225

Atoms and the computed forces on them: element, x, y, z (angstrom), force x, y, z (eV/angstrom)
Si	7.292	6.56	29.269	-0.401	0.196	0.722
Si	4.169	1.045	0.078	0.002	0.306	0.714
Si	1.259	4.156	0.183	0.222	-0.215	0.732
Si	4.444	6.573	0.12	-0.18	0.042	0.757
Si	1.255	9.703	0.064	0.125	-0.192	0.741
Si	3.989	12.536	0.152	0.002	-0.202	0.759
Si	6.48	15.295	0.255	0.057	-0.062	0.774
Si	9.553	1.18	0.303	-0.018	0.209	0.736
Si	6.665	4.384	0.015	0.079	-0.319	0.768
Si	9.232	7.15	0.038	0.174	-0.175	0.745
Si	7.065	9.426	0.085	-0.241	0.108	0.765
Si	9.777	12.007	0.345	-0.095	0.059	0.794
Si	17.292	7.114	29.379	0.424	-0.292	0.619
Si	14.623	1.6	0.027	0.122	-0.131	0.743
Si	18.016	-4.246	29.505	-0.159	0.14	0.721
Si	20.922	-1.683	29.47	-0.377	0.45	0.638
Si	12.047	9.879	0.148	0.114	-0.292	0.711
Si	20.776	3.669	29.508	-0.099	0.384	0.726
Si	2.655	-0.137	1.368	0.026	-0.025	-0.055
Si	5.429	2.728	1.232	0.017	0.011	-0.067
Si	2.804	5.429	1.387	0.018	0.019	-0.045
Si	5.513	8.208	1.397	0.022	-0.011	-0.055
Si	2.786	10.903	1.351	0.014	0.043	-0.037
Si	5.404	13.692	1.568	-0.005	0.003	-0.026
Si	8.075	0.006	1.609	-0.024	-0.016	-0.011
Si	10.865	2.766	1.383	0.012	0	-0.048
Si	8.173	5.527	1.391	-0.026	0.02	-0.06
Si	10.895	8.197	1.322	-0.008	0.003	-0.084
Si	8.169	10.868	1.541	-0.032	-0.019	-0.015
Si	10.914	13.652	1.469	0.037	0.052	-0.011
Si	13.457	-0.051	1.184	-0.036	-0.024	-0.035
Si	16.294	2.616	1.373	-0.033	0.009	-0.005
Si	13.594	5.452	1.247	0.038	-0.017	-0.072
Si	16.367	8.101	1.295	-0.037	-0.029	-0.031
Si	13.648	10.873	1.514	0.006	0.018	-0.003
Si	16.304	13.586	1.056	0.027	-0.017	-0.088
Si	1.326	1.265	2.706	0.053	0.046	0.002
Si	4.117	4.032	2.714	0.015	-0.028	0.032
Si	1.414	6.8	2.705	-0.008	0.027	0.043
Si	4.103	9.533	2.726	-0.021	-0.019	-0.008
Si	1.327	12.277	2.615	-0.015	0.016	0.029
Si	3.997	14.979	2.879	-0.003	0.015	0.028
Si	6.724	1.464	2.787	-0.033	0.025	0.05
Si	9.524	4.139	2.725	-0.034	-0.027	-0.016
Si	6.834	6.848	2.797	0.016	0.012	0.049
Si	9.573	9.499	2.815	0.014	0.005	0.036
Si	6.789	12.264	2.813	0.001	0.001	0.001
Si	9.478	14.921	2.844	0.024	-0.019	0.007
Si	12.204	1.325	2.693	-0.006	-0.015	0.018
Si	14.949	4.076	2.674	0.002	0.002	0.04
Si	12.251	6.799	2.648	-0.008	0.004	-0.007
Si	14.986	9.412	2.738	0.045	-0.017	0.001
Si	12.326	12.318	2.804	-0.023	-0.008	0.025
Si	14.939	14.937	2.512	0.004	-0.012	-0.046
Si	16.259	-0.066	4.018	-0.027	-0.044	-0.018
Si	2.71	2.673	4.043	0.014	0.009	-0.024
Si	16.331	5.431	4.037	-0.011	-0.011	-0.018
Si	2.737	8.172	4.079	-0.006	-0.01	0.009
Si	16.338	10.87	4.022	0.004	0.017	-0.046
Si	2.636	13.564	4.124	-0.01	-0.018	-0.022
Si	5.392	0.064	4.146	0.008	-0.017	-0.016
Si	8.152	2.785	4.102	-0.017	-0.002	-0.025
Si	5.45	5.431	4.088	-0.004	0.032	-0.037
Si	8.2	8.163	4.169	0.001	-0.02	-0.012
Si	5.427	10.88	4.124	0.01	-0.013	-0.005
Si	8.146	13.574	4.193	0.015	0.018	0.008
Si	10.862	0.01	4.113	0.008	0.021	-0.016
Si	13.59	2.701	4.041	-0.002	-0.016	-0.043
Si	10.905	5.463	4.068	0.005	0.02	-0.008
Si	13.596	8.108	4.08	0.011	0.006	0.027
Si	10.927	10.913	4.112	-0.009	0.011	-0.038
Si	13.688	13.663	4.086	-0.003	0.019	0.014
Si	17.699	-1.368	16.197	-0.028	0.006	0.01
Si	4.109	1.387	16.273	-0.003	-0.003	0.036
Si	17.618	4.067	16.278	0.01	-0.01	0.012
Si	4.081	6.816	16.292	0.016	0.016	0.016
Si	17.679	9.535	16.33	-0.029	-0.012	0.011
Si	4.091	-4.1	16.324	-0.006	0.021	0.009
Si	6.769	-1.382	16.287	-0.001	0.033	0.009
Si	9.503	1.34	16.247	-0.006	0.02	0.02
Si	6.841	4.136	16.303	0.01	-0.005	-0.005
Si	9.524	6.838	16.396	0.034	-0.006	0.015
Si	6.841	9.569	16.365	0.004	0.02	0.042
Si	9.516	-4.104	16.414	-0.021	-0.023	0.04
Si	12.261	-1.35	16.264	-0.015	-0.007	-0.013
Si	14.94	1.355	16.281	0.007	0.009	-0.002
Si	12.282	4.094	16.245	0.026	-0.031	0.005
Si	14.968	6.82	16.353	0.009	-0.02	0.026
Si	12.19	9.491	16.417	0.019	-0.006	0.018
Si	14.938	-4.176	16.295	-0.018	0.002	0.025
Si	18.994	0.038	17.552	0.007	0.004	-0.035
Si	5.508	2.755	17.623	-0.008	-0.008	-0.024
Si	18.972	5.458	17.575	-0.003	0.005	-0.012
Si	5.478	8.163	17.648	0.008	-0.017	-0.015
Si	19.058	10.868	17.7	-0.014	-0.009	-0.001
Si	5.436	-2.736	17.685	0.021	-0.002	0.026
Si	8.101	0.013	17.606	0.016	0.02	0
Si	10.938	2.682	17.521	0.009	-0.028	-0.025
Si	8.169	5.472	17.747	-0.046	-0.012	-0.001
Si	10.816	8.18	17.864	-0.007	0.039	0.012
Si	8.134	10.902	17.872	0.008	-0.011	-0.038
Si	10.947	-2.688	17.649	-0.012	0.013	-0.024
Si	13.619	-0.027	17.647	-0.015	-0.004	0.003
Si	16.246	2.725	17.664	0	0.034	-0.01
Si	13.608	5.419	17.672	-0.012	0.002	-0.029
Si	16.319	8.214	17.724	-0.014	0.01	-0.018
Si	13.58	10.827	17.76	0.025	0.006	-0.009
Si	16.399	-2.817	17.501	0.041	-0.002	-0.042
Si	17.628	1.367	18.951	-0.039	0.014	0.031
Si	4.066	4.134	18.854	0.007	0.008	0.025
Si	17.696	6.817	19.013	0.012	-0.004	0.027
Si	4.118	9.497	19.014	0.005	-0.019	0.026
Si	17.704	-4.066	19.024	-0.029	0.02	0.057
Si	3.996	-1.359	18.892	-0.037	-0.005	0.061
Si	6.82	1.38	19.044	-0.022	0.009	0.067
Si	9.617	4.013	18.895	0.004	0.01	0.026
Si	6.793	6.857	19.122	0.009	-0.013	0.044
Si	9.439	9.497	19.357	-0.054	0.004	0.065
Si	6.745	-3.968	19.22	0.016	-0.031	0.07
Si	9.525	-1.308	18.9	0.016	0.021	0.028
Si	12.242	1.358	18.969	0.011	0.009	0.041
Si	14.935	4.069	19.098	0.027	-0.045	0.043
Si	12.242	6.739	19.072	-0.003	-0.024	0.052
Si	14.952	9.499	19.193	-0.017	-0.007	0.059
Si	12.25	-4.045	19.075	0.037	0.004	0.009
Si	15.041	-1.497	18.81	-0.031	-0.002	0.027
Si	16.541	-0.348	20.128	0.003	0.202	-0.681
Si	19.219	2.608	20.136	-0.316	0.207	-0.627
Si	16.146	5.675	20.34	0.136	-0.244	-0.727
Si	19.324	7.9	20.323	-0.183	0.071	-0.765
Si	16.183	-5.192	20.408	0.083	-0.246	-0.714
Si	18.812	-2.436	20.329	0.15	-0.211	-0.805
Si	5.039	0.27	20.138	0.353	-0.241	-0.777
Si	8.547	2.484	20.264	-0.228	-0.058	-0.66
Si	5.15	5.652	20.25	0.1	-0.088	-0.764
Si	7.692	8.408	20.706	0.421	-0.174	-0.734
Si	5.528	-5.607	20.438	-0.048	0.257	-0.765
Si	8.419	-2.707	20.386	-0.305	0.075	-0.666
Si	10.666	0.207	20.254	0.108	-0.054	-0.735
Si	13.305	2.901	20.368	0.267	-0.121	-0.688
Si	11.103	5.105	20.325	-0.054	0.138	-0.705
Si	13.819	7.802	20.44	-0.091	0.272	-0.718
Si	10.588	-5.044	20.417	0.121	-0.27	-0.681
Si	13.985	-2.969	20.282	-0.228	0.019	-0.732
Si	11.264	-4.429	23.212	0.081	-0.085	-0.06
Si	6.907	3.953	25.309	-0.054	-0.045	-0.015
Si	9.883	0.346	24.922	0.096	0.032	0.067
Si	19.054	-5.399	24.942	0.004	-0.021	0.092
Si	8.336	7.895	23.753	-0.184	-0.007	-0.144
Si	16.736	-3.91	26.671	-0.005	-0.021	0.014
Si	8.572	-5.344	24.587	-0.022	0.06	-0.071
Si	6.661	3.721	22.229	0.036	-0.027	-0.074
Si	20.481	-3.842	22.633	-0.037	-0.063	-0.152
Si	12.843	-0.253	25.184	0.062	-0.068	0.042
Si	13.733	5.51	27.704	0.014	-0.063	-0.006
Si	5.815	0.821	22.767	0.037	-0.141	0.025
Si	21.293	-7.019	26.678	-0.012	0.136	-0.049
Si	19.164	2.554	27.265	0.051	0.046	0.245
Si	5.106	1.32	25.514	-0.038	0.156	0.016
Si	10.567	5.821	23.223	-0.088	-0.047	-0.09
Si	15.542	8.347	24.294	-0.041	0.069	0.109
Si	16.282	6.583	26.509	0.123	0.042	0.304
Si	6.421	-3.145	24.428	-0.05	-0.049	0.073
Si	12.253	-1.563	22.413	-0.045	-0.03	-0.028
Si	17.675	9.399	22.57	-0.009	0.136	-0.116
Si	7.854	-5.763	27.413	-0.114	-0.112	0.16
Si	13.962	-5.285	27.473	0.075	0.168	0.045
Si	8.24	-0.242	27.506	-0.048	-0.013	0.049
Si	11.637	3.379	27.463	0.149	0.064	0.248
Si	13.177	-6.236	24.759	0.052	-0.056	-0.122
Si	6.468	6.857	26.197	0.158	-0.057	0.164
Si	16.985	3.784	25.34	-0.078	-0.083	-0.023
Si	15.311	-1.3	26.528	-0.096	0.088	-0.036
Si	17.401	3.708	22.223	0.014	0.082	-0.03
Si	12.976	7.582	23.377	-0.039	0.097	-0.075
Si	8.15	-1.065	23.162	-0.044	-0.047	-0.298
Si	15.181	1.367	25.233	0.016	0.021	0.093
Si	5.724	-1.459	26.792	-0.175	-0.105	0.046
Si	9.83	3.272	24.989	-0.067	0.081	-0.016
Si	15.279	1.518	22.127	-0.129	0.087	0.054
Si	1.294	-1.378	5.45	-0.017	0.007	-0.004
Si	4.037	1.384	5.496	0.008	0.019	0.003
Si	1.36	4.06	5.397	-0.005	0.003	-0.001
Si	4.081	6.794	5.435	0.007	-0.003	0.002
Si	1.372	9.536	5.423	0.008	-0.004	-0.013
Si	4.044	12.23	5.465	-0.013	-0.004	-0.005
Si	6.774	-1.329	5.47	-0.022	0.007	-0.006
Si	9.502	1.387	5.448	-0.003	-0.014	-0.005
Si	6.806	4.114	5.481	0.003	0.007	-0.007
Si	9.557	6.791	5.481	0.014	-0.002	0.009
Si	6.804	9.527	5.479	0.012	0.021	-0.007
Si	9.541	12.223	5.497	-0.006	-0.013	0.006
Si	12.268	-1.336	5.44	0.009	-0.01	-0.011
Si	14.946	1.337	5.399	0.028	0.002	-0.008
Si	12.245	4.068	5.417	-0.022	-0.004	-0.017
Si	14.971	6.767	5.427	-0.002	-0.009	0.005
Si	12.269	9.513	5.441	0.005	-0.007	-0.01
Si	14.995	12.232	5.419	0.005	0.01	-0.007
Si	2.675	-0.01	6.804	-0.002	0.008	0.001
Si	5.433	2.742	6.821	-0.015	-0.002	-0.011
Si	2.71	5.429	6.778	-0.001	-0.003	-0.011
Si	5.439	8.15	6.811	0.004	-0.012	-0.005
Si	2.713	10.865	6.827	0.001	-0.001	0.004
Si	5.414	13.609	6.807	-0.002	0.004	-0.008
Si	8.154	0.019	6.816	0.002	0.009	-0.006
Si	10.876	2.735	6.801	-0.007	0.002	0.001
Si	8.177	5.45	6.836	-0.004	-0.007	0.004
Si	10.906	8.168	6.816	-0.018	0.001	-0.004
Si	8.164	10.876	6.84	0.013	-0.002	0.004
Si	10.911	13.611	6.805	0.008	0	0
Si	13.604	0.015	6.811	-0.027	0.004	0.002
Si	16.317	2.7	6.76	0.009	-0.004	-0.006
Si	13.606	5.418	6.788	0.032	-0.005	0.008
Si	16.322	8.162	6.771	-0.012	0.012	-0.004
Si	13.625	10.882	6.787	-0.006	0.007	-0.004
Si	16.306	13.579	6.829	0.027	-0.007	0.004
Si	17.659	1.361	8.158	-0.003	-0.002	0.004
Si	4.072	4.098	8.166	0.017	0.002	0.007
Si	17.677	6.799	8.138	0.004	-0.006	-0.005
Si	4.08	9.508	8.173	-0.007	0.006	-0.001
Si	17.678	12.23	8.182	-0.002	0.012	0.01
Si	4.055	-1.357	8.164	-0.004	-0.01	-0.007
Si	6.791	1.374	8.173	-0.003	-0.001	0.004
Si	9.526	4.081	8.181	-0.001	0.004	0.005
Si	6.806	6.808	8.178	0.011	0.01	0.005
Si	9.53	9.511	8.177	-0.007	-0.002	0.003
Si	6.791	12.253	8.165	-0.002	0	-0.008
Si	9.531	-1.351	8.155	0.001	0.008	-0.014
Si	12.236	1.37	8.162	0.012	-0.002	-0.001
Si	14.966	4.059	8.139	-0.005	-0.014	-0.004
Si	12.259	6.793	8.156	-0.007	0.005	0.002
Si	14.972	9.516	8.15	0.011	-0.001	-0.002
Si	12.257	12.233	8.156	-0.009	-0.003	-0.004
Si	14.946	-1.367	8.168	-0.001	-0.004	0.008
Si	16.308	-0.004	9.519	0.01	0.001	0.001
Si	2.713	2.723	9.509	-0.001	0	-0.008
Si	16.317	5.435	9.496	-0.01	0.001	-0.007
Si	2.713	8.149	9.52	0.01	-0.008	0.001
Si	16.317	10.868	9.531	0.004	0.001	0.003
Si	2.719	13.595	9.53	0.006	-0.002	0.001
Si	5.429	0.002	9.516	0.002	0.002	-0.008
Si	8.157	2.725	9.536	0.002	-0.01	0.004
Si	5.439	5.449	9.529	-0.014	0	-0.004
Si	8.165	8.164	9.536	0.002	-0.001	0.006
Si	5.443	10.878	9.521	0.001	-0.004	0.005
Si	8.168	13.606	9.513	-0.001	0.008	-0.001
Si	10.88	0.005	9.523	-0.003	-0.002	0.004
Si	13.603	2.722	9.517	-0.001	0.01	0.007
Si	10.887	5.451	9.523	-0.006	-0.009	0.002
Si	13.61	8.16	9.512	0.003	0.005	0.002
Si	10.89	10.879	9.518	-0.001	0.001	-0.002
Si	13.597	13.589	9.53	-0.001	0.01	0.005
Si	17.672	-1.364	10.874	0	0.006	-0.005
Si	4.073	1.365	10.871	0.004	0.001	0.004
Si	17.682	4.09	10.864	0.011	-0.009	-0.006
Si	4.083	6.809	10.887	0.004	-0.003	0.006
Si	17.676	9.507	10.886	-0.007	0.007	0.005
Si	4.086	12.235	10.881	-0.008	0.013	0
Si	6.806	-1.354	10.866	-0.005	-0.003	-0.004
Si	9.519	1.361	10.887	-0.006	0.002	0.004
Si	6.799	4.093	10.891	-0.002	0.006	0.005
Si	9.528	6.809	10.89	-0.004	-0.004	-0.004
Si	6.806	9.528	10.889	0.006	0.003	0.002
Si	9.52	12.232	10.873	0.011	-0.003	-0.003
Si	12.228	-1.373	10.878	-0.001	-0.001	-0.003
Si	14.955	1.357	10.879	-0.007	-0.016	0
Si	12.245	4.088	10.872	0.003	0.01	-0.004
Si	14.96	6.791	10.866	0.015	-0.002	0.001
Si	12.246	9.518	10.876	-0.006	-0.007	-0.004
Si	14.953	12.225	10.891	-0.005	0.005	0.003
Si	2.715	-0.002	12.222	-0.008	-0.01	-0.001
Si	5.433	2.723	12.233	-0.01	-0.014	-0.002
Si	2.718	5.45	12.234	0.004	0.003	-0.001
Si	5.447	8.17	12.248	-0.012	-0.002	0
Si	2.725	10.872	12.234	0.012	-0.001	0.003
Si	5.464	-2.728	12.224	0.009	0.007	-0.006
Si	8.16	-0.005	12.242	0.003	0.004	0.008
Si	10.88	2.738	12.23	0.013	-0.001	-0.002
Si	8.16	5.462	12.248	0.012	-0.002	0.003
Si	10.886	8.172	12.248	0.006	0.004	-0.007
Si	8.171	10.877	12.251	-0.011	0.006	0
Si	10.876	-2.743	12.241	-0.013	0.007	0.002
Si	13.59	-0.012	12.224	-0.004	-0.004	0.006
Si	16.326	2.729	12.218	0.006	0.02	-0.005
Si	13.59	5.452	12.235	-0.011	-0.009	-0.001
Si	16.308	8.145	12.238	-0.012	-0.016	-0.003
Si	13.59	10.866	12.256	0.005	0.003	0.001
Si	16.323	-2.731	12.232	0.014	0.016	0.001
Si	17.68	1.365	13.576	0.009	-0.005	0.007
Si	4.078	4.093	13.589	0.007	-0.005	0.008
Si	17.681	6.808	13.6	-0.001	-0.002	0.007
Si	4.089	9.53	13.605	-0.002	0.003	0.003
Si	17.68	12.222	13.589	-0.013	0.01	0.004
Si	4.094	-1.367	13.556	0.002	0.001	-0.003
Si	6.803	1.372	13.589	-0.01	0.004	0.009
Si	9.534	4.112	13.595	-0.001	-0.007	0.001
Si	6.815	6.831	13.619	-0.011	0.008	0
Si	9.534	9.524	13.621	0.008	-0.009	-0.007
Si	6.812	12.237	13.606	0.001	0.007	0.002
Si	9.508	-1.394	13.593	0.01	-0.005	0.009
Si	12.231	1.357	13.568	-0.012	0.013	-0.003
Si	14.965	4.092	13.567	0.003	-0.007	-0.002
Si	12.237	6.815	13.612	0.01	-0.009	0.003
Si	14.935	9.484	13.607	0.011	-0.001	-0.001
Si	12.22	12.216	13.623	-0.011	0.001	0.009
Si	14.949	-1.38	13.576	-0.002	-0.004	0.002
Si	16.302	0	14.91	0.002	0.017	-0.013
Si	19.032	2.733	14.939	-0.004	-0.007	0.011
Si	16.295	5.463	14.943	-0.009	-0.009	0.011
Si	19.038	8.18	14.957	0.001	-0.006	0
Si	16.315	10.839	14.93	-0.002	0.008	-0.014
Si	19.08	-2.743	14.913	0.01	0	0.001
Si	5.435	-0.006	14.923	-0.001	0.006	-0.002
Si	8.171	2.752	14.931	-0.008	-0.005	-0.001
Si	5.446	5.456	14.945	-0.02	0.002	-0.002
Si	8.18	8.187	15.001	-0.005	0	0.016
Si	5.461	10.878	14.971	0.005	-0.006	0.001
Si	8.172	-2.752	14.992	0.003	-0.01	0.027
Si	10.873	-0.018	14.912	0.013	0.02	-0.007
Si	13.61	2.716	14.9	-0.004	-0.006	-0.01
Si	10.872	5.479	14.981	-0.013	0.011	0.007
Si	13.569	8.158	15.014	-0.006	0.008	0.019
Si	10.866	10.866	15.024	0.002	0.012	0.019
Si	13.611	-2.753	14.95	0.021	0.011	0.003
O	19.73	-4.296	23.981	0.058	0.4	0.149
O	12.793	6.515	28.511	-0.004	0.266	-0.105
O	8.805	-6.715	28.315	-0.02	-0.311	-0.345
O	17.28	6.578	27.813	0.179	-0.366	-0.372
O	5.893	2.311	22.157	-0.335	0.174	-0.416
O	13.064	-5.986	26.342	-0.49	-0.095	0.088
O	17.675	-1.343	20.772	0.14	-0.082	0.245
O	15.491	1.183	23.669	0.246	-0.342	-0.043
O	5.628	-2.938	29.373	0.085	-0.303	-0.303
O	15.368	-1.501	28.133	0.119	-0.562	-0.1
O	9.581	1.321	20.814	-0.195	0.118	0.561
O	15.586	0.164	21.335	-0.167	-0.139	0.044
O	8.081	3.437	21.512	0.239	0.423	0.122
O	11.26	-5.353	21.873	0.44	-0.412	0.221
O	13.069	-4.135	28.182	0.047	0.209	-0.334
O	9.521	-0.739	28.328	0.359	0.291	-0.28
O	12.111	6.238	23.438	0.137	-0.521	0.396
O	13.579	1.187	25.399	-0.482	0.45	0.379
O	17.014	-5.693	21.732	0.352	0.06	0.246
O	7.551	1.029	28.236	0.109	0.149	-0.563
O	4.066	6.748	20.823	-0.108	0.12	0.457
O	13.724	0.183	29.134	0.103	-0.106	-0.511
O	16.35	2.624	21.666	-0.112	0.174	-0.702
O	17.868	-4.701	25.812	0.119	-0.12	0.128
O	5.766	-0.044	26.032	0.366	0.075	-0.231
O	14.732	4.63	28.585	0.172	0.05	-0.167
O	16.892	5.15	21.701	0.001	0.402	0.522
O	10.959	8.229	29.151	0.061	0.029	-0.431
O	18.819	3.326	21.555	0.233	0.326	0.415
O	5.368	-0.255	21.65	0.11	-0.444	0.233
O	5.432	-2.994	23.157	0.065	0.414	-0.253
O	7.472	-4.476	28.301	0.28	0.469	-0.37
O	4.691	-5.096	21.747	-0.013	-0.4	0.119
O	5.798	4.863	21.51	-0.149	0.175	0.32
O	13.752	-1.34	26.011	-0.156	-0.623	-0.097
O	8.455	3.733	25.723	-0.003	0.054	0.705
O	8.794	-5.347	26.181	0.428	0.29	0.084
O	16.209	-8	29.236	0.056	0.043	-0.329
O	8.126	-1.803	21.722	-0.406	0.19	0.212
O	13.117	8.183	21.867	-0.235	0.444	0.157
O	5.689	2.657	29.119	-0.032	-0.228	-0.412
O	9.442	-3.92	20.79	0.097	-0.043	0.196
O	20.225	-6.121	25.831	-0.034	-0.047	0.021
O	12.759	4.445	26.99	0.023	-0.116	-0.642
O	15.049	-4.088	20.854	0.046	-0.087	0.217
O	8.54	9.478	23.99	0.066	0.087	-0.055
O	12.227	2.084	28.231	0.037	-0.016	-0.481
O	9.74	1.827	24.264	-0.069	0.065	-0.477
O	9.84	-4.58	23.958	-0.188	0.222	0.04
O	9.688	7.022	23.835	0.305	0.232	0.467
O	14.43	7.215	23.98	0.091	-0.721	0.014
O	20.807	-1.358	27.857	-0.335	0.137	-0.26
O	11.112	-2.634	29.092	0.072	0.001	-0.165
O	14.259	-6.407	28.577	-0.372	-0.167	-0.041
O	15.698	2.836	25.653	-0.362	0.089	0.414
O	19.149	-5.349	29.071	0.071	0.041	-0.322
O	13.507	-2.107	21.564	0.517	0.37	0.278
O	12.556	-4.924	24.053	0.176	0.48	0.021
O	5.626	-2.762	25.81	-0.193	-0.285	0.286
O	11.421	-2.856	22.9	-0.468	-0.005	0.021
O	6.647	9.642	20.967	-0.015	-0.009	0.412
O	11.3	-0.057	25.61	-0.018	-0.024	0.2
O	6.989	7.096	27.742	-0.035	0.302	-0.296
O	18.421	1.5	28.26	0.206	-0.512	-0.2
O	7.418	7.323	24.963	0.12	0.098	-0.066
O	10.309	5.698	21.626	-0.517	0.262	0.244
O	16.459	2.843	29.275	-0.159	0.028	-0.329
O	8.738	0.21	26.052	-0.181	0.264	-0.098
O	3.909	1.393	20.465	-0.048	-0.048	0.287
O	12.339	8.773	24.289	-0.678	0.02	0.068
O	14.696	6.432	26.813	-0.427	0.098	-0.223
O	20.114	1.648	26.353	-0.114	-0.411	-0.209
O	20.757	-7.194	28.188	-0.054	-0.449	0.027
O	16.5	8.394	23.004	-0.049	-0.438	-0.362
O	16.383	7.95	25.63	0.429	0.287	0.071
O	13.832	2.121	21.72	-0.522	-0.228	0.514
O	14.75	-6.543	24.418	0.249	0.495	0.203
O	4.76	0.964	23.974	-0.509	-0.003	-0.166
O	18.731	8.609	21.656	-0.022	-0.187	0.208
O	6.897	4.236	23.723	-0.009	0.322	-0.097
O	12.849	-0.706	23.635	0.319	0.235	-0.286
O	16.681	5.333	25.582	-0.137	-0.035	-0.331
O	18.381	-6.467	23.941	0.171	-0.531	0.259
O	14.987	6.72	20.818	0.098	-0.163	0.473
O	8.436	5.417	29.047	0.076	-0.133	-0.399
O	7.187	-1.478	27.506	0.122	-0.562	0.185
O	7.286	0.309	23.202	0.249	0.474	0.269
O	6.252	5.248	26.046	-0.379	-0.158	0.326
O	12.202	4.005	20.87	-0.051	0.054	0.428
O	15.363	-4.757	26.865	0.12	-0.039	-0.059
O	10.526	4.015	28.434	-0.087	-0.03	-0.077
O	17.382	-3.64	28.136	0.201	0.404	-0.151
O	7.136	-4.602	24.342	-0.173	-0.312	-0.064
O	6.479	-6.39	26.804	0.014	-0.065	-0.181
O	10.279	4.417	23.952	0.171	-0.262	-0.175
O	18.155	3.327	26.313	0.105	0.002	0.11
O	7.837	7.734	22.2	0.063	-0.231	0.213
O	10.924	2.957	26.111	0.06	-0.382	-0.25
O	16.267	-2.504	25.982	0.191	0.079	-0.464
O	5.141	7.8	26.062	-0.61	-0.206	-0.192
O	15.891	0.159	26.07	0.715	0.028	0.233
O	19.932	3.729	28.101	0.016	0.585	-0.239
O	7.581	-2.055	24.289	0.154	-0.154	0.273
O	9.624	-0.672	23.688	0.39	-0.083	-0.166
O	17.482	3.634	23.814	0.383	-0.028	0.112
O	19.507	-2.958	21.706	-0.132	-0.048	0.445
O	6.09	2.599	25.622	0.18	-0.042	0.117
O	11.352	-0.596	21.486	0.163	-0.145	0.199

Results
total energy: -82019.896 eV
total energy less fixed offsets of O -438.35, Si -107.03 eV per atom: -0.376 eV
